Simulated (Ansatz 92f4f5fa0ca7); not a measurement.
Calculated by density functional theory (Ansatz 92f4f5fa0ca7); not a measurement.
Periodic cell of 223 atoms, Si132O90As1, from a study of silicon, its oxide and their interface. The atomic structure is a simulated model.
Doubt: the cutoff is far below the 930 eV that the study's wrapper takes by default for these files, so forces and energies are approximate.
This geometry differs little from another in the collection (a relaxation step or a small displacement).

Settings: functional PBE; potential files Ansatz PAW; basis plane waves; wave-function cutoff 580 eV; density cutoff ratio 5; exchange-correlation grid ratio 1; k mesh 1 x 1 x 1, Gamma-centred; self-consistency stop 5e-08 eV per atom in the density residual; occupations fixed; spin none; net charge +1 e, with a uniform compensating background and no finite-size correction.

Cell vectors (angstrom)
a 10.938 0 0
b 0 10.938 0
c 0 0 32.1988

Atoms and the computed forces on them: element, x, y, z (angstrom), force x, y, z (eV/angstrom)
Si 10.5936 0.2146 24.8469 -0.0023 -0.0032 -0.0076
Si 5.7338 10.6847 24.722 0.0049 -0.0026 0.0152
Si 2.4922 2.9124 24.6312 0.002 0.0019 0.0091
Si 8.4085 2.4245 24.7766 -0.0049 -0.0042 -0.0055
As 0.241 5.1872 24.8887 -0.0359 0.0487 0.0239
Si 5.1633 5.7448 24.672 0.0038 -0.0019 -0.0153
Si 2.9852 8.04 24.5465 -0.0032 0.0059 -0.0086
Si 7.9383 8.4488 24.7201 0.0065 -0.0026 -0.003
Si 1.3318 1.3781 26.016 0.005 0.0051 0.0019
Si 6.8384 1.3063 26.1123 0.0026 -0.0051 0.0018
Si 4.0491 4.1105 25.975 -0.0042 -0.008 0.0011
Si 9.5265 3.9673 26.1768 0.0001 0.0027 -0.0025
Si 1.4727 6.9295 26.0533 -0.0084 -0.0004 0
Si 6.766 6.8603 26.0052 0.0004 0.0044 0.0013
Si 4.1139 9.541 25.9994 0.0014 -0.0005 0.0005
Si 9.4522 9.5857 26.1396 -0.0078 0.003 0.0035
Si 2.7294 -0.0033 27.3374 0.0037 -0.002 -0.0004
Si 8.151 -0.0164 27.5607 -0.0018 0.0019 -0.0103
Si 0.0399 2.6841 27.517 -0.003 -0.0039 -0.0004
Si 5.439 2.7474 27.3583 0.0024 -0.0023 -0.0024
Si 2.7387 5.4478 27.4402 0.0008 0.0042 0.0006
Si 8.1648 5.5032 27.3719 0.0014 -0.0033 -0.0003
Si -0.04 8.2092 27.3933 0.0067 -0.0021 -0.0011
Si 5.4449 8.1969 27.4458 0.0003 0.0057 -0.0046
Si 4.0832 1.365 28.7402 -0.0013 0.0009 -0.0006
Si 9.5672 1.344 28.8626 0.0003 0.0016 -0.0001
Si 1.3647 4.1105 28.8337 0.0039 -0.0023 0.0023
Si 6.8242 4.0946 28.7463 -0.0016 0.0034 -0.0003
Si 4.1007 6.8268 28.81 -0.0025 -0.004 0.003
Si 9.5554 6.8237 28.7705 -0.0003 0.0023 0.001
Si 1.3765 9.5738 28.7413 -0.0067 0.0014 0.0006
Si 6.7817 9.5451 28.8638 0.0013 -0.001 -0.0022
Si 0.0208 -0.0282 30.1752 0.0041 -0.0021 0.0003
Si 5.4244 0.0126 30.1671 -0.0003 0.0004 0.0002
Si 2.7452 2.7222 30.1594 -0.0016 0.0001 0.0009
Si 8.1913 2.7509 30.1544 0.0011 -0.0006 0.0003
Si -0.0235 5.4696 30.1617 -0.0021 0.0006 0.0006
Si 5.4807 5.4563 30.1585 0.002 -0.0007 0.0007
Si 2.7219 8.2109 30.1376 0.002 0.001 0.0004
Si 8.199 8.1834 30.174 0.0014 -0.0019 0.0014
Si 1.3794 1.356 31.54 -0.0014 0.0001 0.0003
Si 6.8228 1.377 31.5058 0.0005 -0.0005 0.001
Si 4.116 4.0874 31.527 -0.0001 0.0014 -0.0005
Si 9.5594 4.1007 31.5343 -0.0005 -0.0007 0.0015
Si 1.3547 6.8487 31.4966 0.0003 0.0005 0.0006
Si 6.8439 6.816 31.5487 -0.0006 -0.0005 0.0003
Si 4.0765 9.5718 31.5323 -0.0007 -0.0012 0.0018
Si 9.5787 9.5501 31.5338 -0.0003 0.0009 -0.0006
Si 2.7374 -0.006 0.7277 -0.0007 0.0004 -0.0002
Si 8.1965 0.0081 0.6651 0.0007 -0.0008 0
Si -0.0036 2.7299 0.6987 0.0022 -0.0015 -0.0003
Si 5.4836 2.7276 0.7058 -0.0005 0.0005 0
Si 2.7347 5.4912 0.6551 0.0017 -0.002 -0.0004
Si 8.2121 5.4522 0.7273 -0.0005 0.0021 -0.0002
Si 0.0114 8.1858 0.7017 -0.002 0.0007 0.0001
Si 5.4657 8.2089 0.6956 0.0015 -0.0003 -0.0001
Si 4.1318 1.3605 2.0783 0.0006 -0.0016 0.0004
Si 9.5582 1.3502 2.0564 -0.0004 0.0011 -0.0003
Si 1.3788 4.1323 2.0258 -0.0033 0.0012 -0.0003
Si 6.8485 4.078 2.0887 0.0009 -0.0008 -0.0002
Si 4.1006 6.8302 2.0564 -0.0002 0.0015 -0.0005
Si 9.5863 6.8318 2.0757 0.0008 -0.002 0.0005
Si 1.3771 9.5414 2.0756 0.0022 -0.0002 -0.0002
Si 6.8325 9.5996 2.0494 -0.002 0.0006 0.0002
Si -0.0139 -0.0355 3.3982 -0.0004 0.001 -0.0008
Si 5.4965 0.0084 3.4849 -0.0001 -0.0006 -0.0017
Si 2.7739 2.7906 3.3676 0 -0.001 -0.0003
Si 8.1945 2.6887 3.4663 0.0017 0.0008 0.0002
Si 0.0301 5.472 3.4442 0 -0.0003 0.0004
Si 5.4749 5.4656 3.4173 0.0012 0.0014 -0.002
Si 2.7692 8.2022 3.4614 -0.0004 0 0.0001
Si 8.2058 8.2305 3.3857 -0.0003 -0.0008 -0.0012
Si 1.3892 1.394 4.6304 0.0006 0.0001 0.0029
Si 6.8476 1.346 4.9231 -0.0004 0.0002 0.0007
Si 4.1533 4.0852 4.8132 -0.0007 -0.0012 0.0027
Si 9.5806 4.0797 4.7702 0.0003 0.0012 -0.001
Si 1.4156 6.8283 4.832 -0.0009 -0.0006 0
Si 6.8227 6.8903 4.7331 -0.0005 0.0001 0.0006
Si 4.1364 9.5753 4.8551 -0.0002 0.0004 -0.0005
Si 9.5528 9.5508 4.8006 0.001 0.0006 0.0026
Si 2.7456 0.1164 6.0573 -0.0006 0.002 -0.0004
Si 8.2072 -0.0631 6.2776 -0.0004 -0.0017 0.0007
Si 0.0287 2.668 6.0494 -0.0002 -0.0014 -0.0016
Si 5.4748 2.7254 6.2987 -0.0002 0.001 0.001
Si 2.8157 5.4754 6.1906 0.0003 0.0005 0.0001
Si 8.175 5.4815 6.0398 0.0001 -0.0015 -0.0006
Si 0.0114 8.1864 6.1597 0.0007 0.0009 0.0004
Si 5.5274 8.2209 6.2394 0.0008 -0.0001 0
Si 3.8351 1.572 7.6095 0.0026 -0.0017 0.0023
Si 9.8415 1.137 7.4632 -0.0015 0.0014 0.0047
Si 1.6265 3.7983 7.3183 0.0002 0.0018 0.004
Si 6.6561 4.4151 7.4821 0.001 -0.0024 0.0028
Si 4.4081 6.6303 7.5544 -0.0027 -0.0007 0.0045
Si 9.3651 6.9483 7.4107 0.0031 -0.0017 0.0053
Si 1.1455 9.9184 7.2938 0.0001 -0.0027 0.0018
Si 7.1561 9.2289 7.6766 -0.0015 0.0043 0.0036
O 8.308 8.0879 7.9088 0.0001 -0.0005 -0.0024
O 2.716 2.7363 7.9541 -0.0011 -0.0003 -0.0009
O 9.5345 1.3428 24.2369 0.0008 0.0018 -0.0005
O 4.0617 6.8621 24.1016 -0.0006 -0.0049 0.0046
O 0.0336 0.0223 7.9589 0.0001 0 -0.0015
O 5.5313 5.5081 8.0301 0.0005 0.0009 -0.0012
O 6.846 9.5756 24.1852 0.0024 -0.0022 -0.0076
O 1.3815 4.0697 24.0981 0.044 -0.0466 -0.0041
O 3.8639 7.3803 8.9388 0.0022 -0.0018 -0.0038
O 0.8004 4.3751 8.5991 0.0017 -0.0024 -0.0042
O 9.8111 6.1755 8.8016 -0.0023 0.0015 -0.0037
O 2.1336 9.379 8.4825 -0.0022 0.0028 -0.0041
O 7.5212 3.9261 8.7951 -0.002 0.0029 -0.004
O 4.2679 0.9204 9.069 -0.0021 0.001 -0.0044
O 6.7262 9.5598 9.224 0.0011 -0.0011 -0.0051
O 9.2114 1.8553 8.8022 0.0024 -0.0021 -0.0043
O 7.7198 3.1511 23.493 0.0013 -0.0013 0.0069
O 10.3742 5.7355 23.4314 0.0003 0.006 -0.0226
O 5.0794 0.4394 23.3953 -0.0022 0.001 -0.0027
O 5.8726 5.0795 23.3542 -0.0047 0.004 0.0077
O 3.1089 2.2114 23.2705 -0.0023 -0.0012 -0.011
O 2.3409 8.746 23.1968 0.005 -0.0042 0.0074
O 8.6368 7.7765 23.3894 0.0008 -0.0008 0.0049
O 0.2457 10.2963 23.6 -0.0026 0.0046 0.0065
Si 4.3868 1.5688 22.4443 0.003 0.0001 -0.0106
Si 3.4864 7.9325 14.021 0 0.0002 0.001
Si 7.1154 0.9576 14.6606 -0.0003 -0.0001 0.0006
Si 0.9594 9.3445 22.5051 -0.0015 0.0006 -0.0085
Si 1.1817 4.3106 11.8814 0.0005 -0.0006 0.0022
Si 6.2632 8.9638 15.3072 0.0003 0 -0.0008
Si 0.6753 1.371 12.2884 -0.0001 -0.0002 0.0012
Si 8.631 4.9563 20.4831 0.0026 0.0005 -0.0036
Si 0.3264 5.7169 9.3635 0.001 0.0004 0.0048
Si 5.0986 3.1249 17.9331 0.0006 0.0007 -0.0018
Si 0.8845 3.7465 16.7354 0.0002 -0.0002 -0.0014
Si 10.4027 2.8498 19.2153 -0.0005 0.0002 -0.003
Si 5.281 1.1849 10.3502 0.0002 0.0008 0.0043
Si 0.8709 0.1768 19.8255 -0.0027 0 -0.0031
Si 6.643 9.4617 10.8665 0.0008 -0.0012 0.005
Si 9.3287 9.6746 18.3068 -0.0003 -0.0006 -0.0016
Si 9.3893 9.2473 12.5617 0.0002 -0.0004 0.0013
Si 6.5756 3.8438 22.5562 0.0028 0.0013 -0.0068
Si 2.442 8.067 9.3772 -0.001 -0.0003 0.005
Si 10.5879 7.3698 17.0647 0.0001 0 -0.0006
Si 2.5068 6.2933 16.5678 -0.0005 -0.0001 -0.0007
Si 10.174 4.4931 14.1845 -0.0004 0.0004 0.0009
Si 6.1324 9.1811 18.5017 0.001 -0.0009 -0.0017
Si 7.969 2.5721 9.582 -0.0011 -0.0011 0.0046
Si 8.8779 2.1457 12.4515 0.0004 -0.0006 0.0027
Si 5.3308 6.245 18.0567 -0.0005 0.0002 -0.0011
Si 3.9178 0.5545 19.4483 0.0005 -0.0001 -0.005
Si 4.2784 3.8425 12.0464 -0.0001 0.0007 0.0016
Si 5.5401 6.6034 12.1329 0 -0.0004 0.0016
Si 8.0076 2.5052 17.2111 -0.0004 -0.0003 -0.0014
Si 4.3578 2.4804 14.9598 -0.0003 -0.0005 0.0001
Si 1.537 1.2141 15.2494 0 0 0.0001
Si 1.5666 9.4177 12.0384 -0.0011 0.0009 0.0024
Si 8.0486 6.8534 13.8589 0.0001 0 0.0009
Si 10.3791 9.8386 15.4748 0.0002 0.0003 -0.0001
Si 9.7963 7.0022 22.5429 -0.0069 -0.005 0.0078
Si 8.1028 5.4899 17.3881 0 0.0005 -0.0021
O 6.0439 7.9615 11.2848 0.0001 0.0014 -0.0014
O 6.0108 9.2047 16.8873 -0.0002 0.0002 0.0016
O 7.6764 1.3653 13.1912 0.0001 0.0004 -0.0009
O 0.8937 1.7492 13.8585 -0.0002 0.0001 -0.0006
O 9.4216 6.2622 16.8687 -0.0006 -0.0002 0.0002
O 6.7566 6.2052 13.1318 -0.0006 0.0001 -0.0006
O 5.1288 4.6606 18.6069 -0.0002 -0.0001 0.0005
O 9.2233 2.1643 18.2726 0.001 0.0001 0.0012
O 2.3583 0.0925 19.0777 0.0004 0.0001 0.0013
O 9.4034 10.2312 16.7523 -0.0004 0.0001 0.001
O 2.7889 4.4354 11.7078 -0.0004 0.0002 -0.0006
O 5.0588 10.3199 19.101 -0.0012 0.0013 0.0013
O 9.4238 3.2413 13.4938 -0.0002 -0.0002 -0.0006
O 0.4488 1.7643 19.9584 0.0009 -0.0008 0.0006
O 3.151 1.3637 15.0593 0.0001 0.0001 -0.0001
O 8.1662 5.3886 19.007 -0.0001 -0.0005 0.0032
O 3.8851 6.5998 17.3876 0.0006 0.0002 0.0006
O 4.5721 3.2832 16.3815 0.0001 0.0002 0.0012
O 9.0603 5.6692 14.3064 -0.0001 0.0001 -0.0002
O 5.4549 2.7545 22.1272 -0.0007 0.0003 0.0021
O 10.6683 4.1519 15.6839 0 -0.0002 0.0002
O 0.3469 3.868 18.2761 -0.0007 -0.0003 0.0014
O 10.4114 10.5171 19.2069 0.0018 0.001 0.0012
O 9.642 10.029 14.0179 -0.0001 0.0001 -0.0003
O 10.9671 8.0528 22.1481 -0.0032 -0.0003 0.0013
O 1.1884 2.1619 16.5241 -0.0002 0.0003 0.0004
O 9.7381 3.7587 20.41 -0.0012 0.001 0.0014
O 8.1272 4.0336 16.6737 -0.0002 0.0003 0.0003
O -0.0441 9.1049 11.8955 0.0005 0.0001 -0.0007
O 6.5824 2.4196 18.0072 -0.0006 0 0.0005
O 5.5821 10.7206 11.1941 -0.0002 0.0007 -0.0012
O 7.7427 9.5892 18.8358 -0.0008 0.0002 0.0003
O 10.026 1.0274 12.0535 -0.0003 0.0002 -0.0006
O 1.3136 6.9583 9.0459 0 0.0004 -0.0012
O 0.6234 4.7665 13.3496 0.0003 0.0001 -0.0009
O 5.7011 7.6216 18.9768 -0.0001 0.0006 0.0004
O 5.236 5.088 11.5115 -0.0001 0 -0.0006
O 2.7111 6.9896 15.1098 -0.0001 0 0
O 0.9073 2.749 11.4586 -0.0001 0.0005 -0.0007
O 0.8573 10.6879 15.5441 -0.0003 -0.0001 -0.0001
O 2.3993 8.5883 10.9058 0.0008 -0.0012 -0.0037
O 4.697 2.4347 11.2653 0.0005 -0.0017 -0.0017
O 4.2549 3.5108 13.6749 -0.0001 0.0002 -0.0008
O 2.2007 4.6833 16.477 -0.0001 0.0001 0.0001
O 10.704 8.2522 15.6881 -0.0001 -0.0001 0.0003
O 6.9285 10.2904 14.6629 0 0.0001 -0.0001
O 2.3393 8.9576 13.4183 -0.0003 0.0002 -0.0008
O 8.0301 1.5207 15.9059 0.0001 0.0004 0.0005
O 4.1222 6.9971 12.8463 0.0002 -0.0001 -0.0007
O 4.174 2.012 18.7229 -0.0008 -0.0013 0.0018
O 7.2961 4.4301 21.2461 -0.0031 -0.0021 0.0052
O 8.406 2.9297 11.1039 -0.0008 0.0002 -0.0034
O 1.1742 6.8615 17.3522 -0.0001 0.0001 0.0001
O 5.651 1.5732 14.7609 -0.0002 0.0002 -0.0002
O 8.1296 9.7595 11.5805 -0.0015 0.0004 -0.0016
O 9.2038 6.2969 21.2209 0.0043 0.0023 0.005
O 8.9558 7.7172 12.8465 0 0.0005 -0.0005
O 1.6492 0.1233 11.8686 0.0002 -0.0003 -0.0005
O 6.6356 6.1497 17.0529 -0.0003 0 0.0004
O 7.3961 7.802 15.0349 -0.0001 0.0001 0
O 1.1819 10.2818 21.2112 0.0004 -0.003 0.0059
O 10.0304 8.2007 18.348 -0.0002 0.0006 0.0005
O 3.938 0.8454 21.0721 0 0.0017 0.0047
O 0.3449 5.3431 10.9297 -0.0006 0.0013 -0.0032
O 6.6931 1.5766 9.6287 0.0009 0.0006 -0.0012
O 4.7759 8.7069 14.6714 -0.0001 0.0001 -0.0001

Results
free energy: -139958.627 eV
free energy less fixed offsets of As -4856.12, O -568.88, Si -635.61 eV per atom: -2.787 eV

The program warned: the cutoff lies below the one the program advises for these potential files; the exchange-correlation potential is rough where the density is thin.
